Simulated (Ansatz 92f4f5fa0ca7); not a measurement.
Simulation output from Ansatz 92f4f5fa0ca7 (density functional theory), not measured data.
Periodic cell of 234 atoms, Si134O100, from a study of silicon, its oxide and their interface. The atomic structure is a simulated model.

Settings: functional PBE; potential files Ansatz PAW; basis plane waves; wave-function cutoff 700 eV; density cutoff ratio 5; exchange-correlation grid ratio 2; k mesh 2 x 2 x 1, shifted by 0.5 0.5 0.5 of a step; self-consistency stop 5e-08 eV per atom in the density residual; occupations Fermi-Dirac, 0.05 eV; spin none; net charge 0.

Cell vectors (angstrom)
a  11.5983  0  0
b  0  15.4644  0
c  -4.6636  -5.4901  21.6098

Atoms: element, x, y, z (angstrom)
Si  2.6446  0.4089  -0.6368
Si  2.4813  5.1486  -1.0246
Si  2.6438  9.7962  -0.6356
Si  2.5236  12.8403  -0.1297
Si  6.5701  1.8053  -0.404
Si  6.4861  4.9825  -0.7138
Si  6.3695  9.8122  -0.7158
Si  6.2733  12.9464  -0.4446
Si  10.287  1.1015  -0.227
Si  10.2091  4.2712  -0.6698
Si  10.3897  10.2037  -0.626
Si  10.2649  13.418  -0.0827
Si  4.5006  1.2732  0.6958
Si  4.4319  5.3322  0.4487
Si  4.5307  9.3334  0.719
Si  4.4927  13.0012  1.075
Si  8.3713  1.3943  1.0429
Si  8.4056  5.2111  0.6398
Si  8.3989  9.3392  0.4995
Si  8.2247  13.2201  0.9528
Si  12.3704  1.2182  0.7743
Si  12.2128  5.0152  0.4905
Si  12.2404  9.315  0.6157
Si  12.1941  13.0614  1.1463
Si  4.4272  3.3707  1.9299
Si  4.4944  7.2555  1.8863
Si  4.5309  11.0578  2.3069
Si  4.5231  14.988  2.2746
Si  8.3608  3.4163  2.1842
Si  8.4463  7.2883  1.8689
Si  8.3367  11.1363  2.1331
Si  8.2308  15.0011  2.4167
Si  12.3255  3.2481  2.038
Si  12.2135  7.1635  1.8077
Si  12.2176  11.0315  2.2617
Si  12.274  14.9988  2.3836
Si  2.6154  3.3501  3.4419
Si  2.5531  7.2329  3.2725
Si  2.5612  11.0476  3.6013
Si  2.6282  14.9889  3.6652
Si  6.3333  3.3979  3.4272
Si  6.4636  7.2361  3.2782
Si  6.4768  11.0943  3.6118
Si  6.3317  15.0055  3.7497
Si  10.3565  3.3502  3.4506
Si  10.3523  7.2389  3.2976
Si  10.2624  11.0696  3.5681
Si  10.2578  14.9677  3.6222
Si  2.6316  1.4989  4.9281
Si  2.5988  5.3331  4.7302
Si  2.5586  9.0635  4.849
Si  2.5654  13.0033  4.9117
Si  6.3086  1.5544  4.9436
Si  6.4  5.3403  4.7711
Si  6.5242  9.086  4.8103
Si  6.3708  13.0209  5.0004
Si  10.2169  1.4706  4.881
Si  10.3794  5.3394  4.7544
Si  10.35  9.07  4.8419
Si  10.2969  13.0088  4.9469
Si  4.4709  1.5554  6.4312
Si  4.4545  5.3067  6.2174
Si  4.5665  9.1351  6.1303
Si  4.41  13.0392  6.3628
Si  8.2511  1.5437  6.2303
Si  8.4011  5.348  6.0994
Si  8.4446  9.06  6.2199
Si  8.3361  13.0361  6.3513
Si  12.21  1.4829  6.1104
Si  12.3301  5.3171  6.1814
Si  12.2498  8.9949  6.2931
Si  12.2758  12.9801  6.3354
Si  4.3631  3.5045  7.8668
Si  4.6146  7.2678  7.4834
Si  4.4733  11.0133  7.5805
Si  4.4192  15.0137  7.7548
Si  8.2914  3.4757  7.5108
Si  8.4873  7.1792  7.5971
Si  8.359  10.9721  7.6091
Si  8.2288  15.1062  7.6192
Si  12.208  3.3484  7.4569
Si  12.4228  7.07  7.7761
Si  12.283  10.9486  7.666
Si  12.2938  15.0798  7.4819
Si  2.2152  3.0699  9.1495
Si  2.966  7.4868  9.135
Si  2.6104  10.6263  8.9948
Si  2.4149  15.3799  9.0436
Si  6.4686  3.9027  8.9728
Si  6.4983  7.0184  8.8805
Si  6.4134  11.3177  8.8667
Si  6.3814  14.5462  9.0098
Si  10.2838  3.5411  8.7734
Si  10.3841  6.6858  8.9681
Si  10.2988  11.5806  8.8826
Si  10.3057  14.7155  8.6455
Si  -2.6423  -0.4944  15.2513
Si  -2.3049  7.5859  14.2229
Si  0.7674  4.5541  11.7181
Si  8.9688  -1.811  17.9656
Si  11.1723  7.349  11.8099
Si  5.1771  10.04  15.5114
Si  7.8818  -2.393  13.163
Si  7.6685  -5.4506  13.74
Si  -1.3044  2.4923  11.6294
Si  3.1082  3.8812  13.3245
Si  2.7779  -2.4291  11.1171
Si  3.6514  5.0945  16.224
Si  4.1523  6.3215  11.964
Si  -4.6832  5.7001  13.3677
Si  6.0031  5.2038  18.0069
Si  1.8065  -4.1903  18.2639
Si  0.6767  12.7113  13.3562
Si  10.1693  -2.0453  11.2589
Si  5.4513  -1.1011  11.8431
Si  -1.2524  3.1974  16.2074
Si  7.5678  4.1881  15.8909
Si  7.314  3.0855  11.8655
Si  -1.6726  1.9916  18.8312
Si  6.076  9.2844  11.1837
Si  -0.4458  8.5036  16.2499
Si  4.4761  -7.8378  17.289
Si  1.1941  0.7731  18.1295
Si  1.5696  -0.8746  15.4629
Si  6.0061  -0.9541  18.0298
Si  1.7013  8.3553  18.251
Si  3.8341  -2.6329  16.4096
Si  0.7494  9.6658  13.4761
Si  3.6572  8.9034  13.0186
Si  -1.2278  -4.3518  17.9744
Si  -5.0643  1.2413  15.8604
Si  4.9307  1.5116  13.3631
Si  1.3505  3.6656  17.7472
Si  11.4093  1.0902  14.0951
O  6.4393  3.3539  -1.005
O  -1.893  -1.5029  19.4034
O  1.8057  2.116  17.3926
O  -0.4445  2.4063  15.0297
O  2.5485  11.4363  -1.0812
O  2.9073  8.9341  -2.0315
O  2.5225  14.2419  -1.0324
O  7.5582  4.6503  12.2991
O  0.1551  11.1737  13.4567
O  2.0591  0.2066  19.3897
O  1.2754  0.3901  14.4244
O  -2.1653  -3.2169  17.2775
O  2.0109  6.4872  -1.9259
O  6.0781  9.1903  -2.2333
O  6.4658  11.4269  -1.0581
O  5.8991  13.8636  -1.7957
O  10.1517  2.6067  -1.0561
O  2.3004  4.797  17.0722
O  5.06  -1.9379  17.1711
O  5.3909  -0.4986  19.4596
O  10.6906  9.8435  -2.2179
O  4.5496  9.1435  14.3353
O  10.2738  11.8688  -0.7692
O  10.2763  14.9562  -0.9284
O  -5.3869  2.3503  12.8115
O  -6.4168  1.2476  14.952
O  10.2738  0.0012  14.4769
O  -1.1493  9.7596  17.0455
O  1.5995  3.9485  10.4327
O  3.7382  6.6817  10.414
O  -2.0518  2.2105  17.2476
O  6.2656  15.0568  10.6023
O  1.5188  4.079  13.1058
O  6.7758  2.9963  10.3341
O  6.42  8.0434  10.1869
O  6.4847  5.4825  9.5322
O  10.3197  11.9427  10.5286
O  -3.7265  6.8428  14.0317
O  4.6823  0.1075  12.6084
O  6.5626  12.9221  9.2178
O  2.3162  1.475  9.6742
O  0.5514  7.6873  17.2722
O  2.6392  9.066  9.6005
O  -1.2201  2.3569  9.9907
O  6.3845  10.6571  10.3794
O  2.5363  -3.8092  10.2837
O  10.277  13.1064  8.235
O  10.4035  14.7157  10.2964
O  1.0989  -0.3907  16.9577
O  4.9988  9.1203  16.8597
O  5.6761  6.4644  12.6138
O  10.3483  7.5357  10.4162
O  0.7189  -2.1584  14.8833
O  2.3478  9.8259  13.2451
O  -4.6248  2.7331  16.2517
O  8.0457  -3.9941  13.179
O  -3.8436  0.5745  15.0099
O  8.7399  2.3192  12.0857
O  12.3033  6.183  11.6128
O  4.5165  9.2992  11.6906
O  8.6841  -1.8375  11.8766
O  -1.3641  6.9375  13.074
O  -1.5919  7.4494  15.6999
O  1.9275  9.8197  17.5499
O  3.5421  2.3324  13.1666
O  4.3739  -2.1815  11.2885
O  10.2747  5.0839  9.4462
O  5.6586  6.812  18.0669
O  -0.232  1.2141  18.8019
O  3.1739  7.6675  18.2656
O  2.1609  -1.152  10.2928
O  6.9346  1.0278  -1.817
O  -2.554  9.2037  14.0824
O  6.6089  4.7826  14.6981
O  3.2415  7.3257  12.9038
O  -2.4224  4.1283  15.5089
O  -0.746  3.9967  11.9261
O  11.2353  1.4683  12.5129
O  -3.1234  -1.9029  14.5969
O  0.2066  8.7919  12.2199
O  6.7558  10.2062  15.1005
O  6.3566  -1.8749  12.9675
O  2.7258  -3.1169  17.486
O  2.1125  12.8726  12.6054
O  -5.3443  0.4224  17.2168
O  4.4366  11.5032  15.6321
O  3.118  -1.4577  15.49
O  9.2926  -0.672  16.8329
O  6.9759  9.1923  12.5302
O  3.5451  4.3964  14.7843
O  7.4446  5.0938  17.242
O  4.8704  4.4552  17.0858
O  3.9637  -8.7666  16.0146
O  7.3755  -1.796  18.2602
O  0.2598  -3.7048  18.1589
O  -0.1275  3.987  17.0916
O  -1.9161  -4.5233  19.4308
O  -0.3962  13.546  12.4964
O  0.3981  8.9917  14.921
O  3.8476  4.7435  12.1668

Results
free energy: -142071.365 eV
free energy less fixed offsets of O -569.03, Si -635.61 eV per atom: 3.375 eV
pressure: -0.14 GPa
stress xx, yy, zz, yz, xz, xy (GPa, positive in tension): -1.1, 0.65, 0.85, 0.08, 0.05, -0.72

Forces (eV/angstrom), in the order of the atoms: element, x, y, z
Si  -0.0989  0.1415  -0.5833
Si  -0.0649  -0.029  -0.2387
Si  -0.0705  0.3052  -0.2273
Si  -0.117  -0.1094  -0.5954
Si  -0.0922  -0.0918  -0.498
Si  0.142  0.0224  -0.4831
Si  -0.0708  -0.1052  -0.4998
Si  0.0568  0.058  -0.3183
Si  0.0094  -0.3459  -0.4894
Si  -0.1105  -0.0793  -0.2284
Si  0.0273  0.1584  -0.313
Si  -0.0232  0.3405  -0.6804
Si  0.1051  0.0255  -0.2481
Si  -0.0608  -0.1298  -0.1003
Si  -0.0224  0.0841  -0.1697
Si  0.0772  -0.0188  -0.2047
Si  -0.2257  -0.0046  -0.0207
Si  0.0462  -0.1429  -0.0612
Si  0.0034  0.1752  -0.0421
Si  -0.4229  -0.0971  -0.0757
Si  0.3264  -0.1685  -0.2292
Si  -0.0149  0.0412  -0.1468
Si  0.1434  0.0547  -0.1019
Si  0.2036  0.0074  -0.0055
Si  0.0039  0.0382  -0.1038
Si  0.0455  0.0358  0.0302
Si  0.1178  -0.2701  0.3082
Si  0.0523  0.1119  0.1173
Si  -0.0507  0.182  0.3587
Si  -0.0125  -0.018  -0.1397
Si  -0.0703  -0.002  0.0337
Si  -0.0423  0.0444  0.1507
Si  -0.0165  -0.0795  0.1781
Si  0.0123  0.0567  -0.1913
Si  -0.0418  -0.1403  0.2406
Si  0.0382  0.0574  0.2567
Si  0.0187  0.0362  0.017
Si  -0.0039  -0.0069  0.0893
Si  -0.0424  0.0837  -0.0678
Si  -0.0767  0.0913  -0.047
Si  0.1011  -0.1272  -0.094
Si  -0.0538  -0.0123  0.0354
Si  0.0046  0.0448  -0.1261
Si  -0.0188  -0.0693  0.0188
Si  -0.0102  0.1073  -0.0632
Si  -0.0184  -0.0452  0.1273
Si  0.0609  -0.0354  0.0048
Si  0.0589  -0.1026  0.0484
Si  0.0331  0.0612  -0.036
Si  -0.0149  -0.0651  -0.0212
Si  0.0088  -0.0427  0.0084
Si  -0.0557  -0.0704  0.344
Si  -0.098  0.0811  -0.0941
Si  0.0221  0.0228  0.0644
Si  -0.0422  0.0079  -0.0428
Si  0.183  -0.0737  0.3707
Si  -0.0036  0.057  -0.0021
Si  0.0357  -0.0338  0.0849
Si  0.0157  0.0172  -0.1041
Si  -0.0838  -0.0116  0.3804
Si  -0.0606  0.0098  0.2922
Si  0.055  -0.0793  -0.0514
Si  -0.011  0.1416  -0.1745
Si  -0.0257  0.0442  -0.0938
Si  0.0972  -0.1613  0.0117
Si  -0.0123  -0.0241  -0.2603
Si  -0.0706  0.0748  0.0243
Si  -0.0292  0.0286  -0.3775
Si  -0.031  -0.1478  -0.1217
Si  -0.07  0.1176  -0.1543
Si  0.0904  0.0437  0.2038
Si  -0.0042  -0.0436  -0.32
Si  -0.0494  -0.1224  0.2173
Si  0.0143  -0.0103  0.3467
Si  -0.0734  -0.0391  0.156
Si  -0.0598  -0.0292  0.1431
Si  0.0645  0.0999  0.2608
Si  -0.0822  -0.1507  0.3303
Si  0.024  0.0799  0.1441
Si  0.0549  -0.0586  0.1317
Si  -0.0432  0.02  0.185
Si  0.1017  0.0862  0.3568
Si  -0.0435  0.0198  0.1499
Si  -0.0206  0.0168  0.1685
Si  0.0479  -0.094  0.1118
Si  -0.0178  0.1361  0.0425
Si  -0.1317  0.0269  0.1285
Si  -0.0523  0.0261  0.2004
Si  0.0217  0.0332  0.4504
Si  0.1513  0.0332  0.3232
Si  0.1557  0.1302  0.2268
Si  -0.0576  0.1375  0.4548
Si  -0.1889  -0.08  0.3704
Si  0.0587  0.0985  0.3584
Si  0.1025  0.1569  -0.0089
Si  -0.0571  0.1077  -0.0379
Si  -0.0517  0.017  -0.1635
Si  0.0673  0.1445  0.2778
Si  0.1816  -0.2049  0.5616
Si  -0.1136  0.1767  -0.5428
Si  -0.0813  0.235  0.6775
Si  0.017  0.1339  -0.0219
Si  0.021  -0.1274  0.3671
Si  0.1432  0.1667  0.4677
Si  0.097  -0.1011  0.3828
Si  0.0558  -0.2173  0.4194
Si  0.0138  0.0067  0.2744
Si  0.0206  0.0212  -0.1582
Si  -0.0168  0.0867  0.6256
Si  0.0579  -0.0425  0.3629
Si  -0.0334  0.0159  -0.5134
Si  -0.0356  0.1515  -0.5054
Si  -0.1752  -0.2491  0.4799
Si  -0.0896  0.0742  0.6443
Si  0.0431  0.134  0.5576
Si  -0.0492  0.1446  -0.4303
Si  0.1115  -0.0307  -0.0685
Si  -0.1706  0.046  0.5133
Si  -0.1102  0.0641  -0.4217
Si  0.0426  -0.0247  0.3143
Si  -0.0883  -0.0431  -0.2899
Si  -0.0168  0.0652  -0.4508
Si  0.0365  -0.1119  -0.5922
Si  0.053  -0.037  -0.2662
Si  0.0786  0.0367  -0.6148
Si  0.0945  -0.1101  -0.5786
Si  -0.0438  -0.1196  -0.2778
Si  -0.0287  0.1166  0.3615
Si  -0.1542  0.136  0.5591
Si  0.1411  -0.189  -0.4802
Si  -0.0123  0.0043  -0.2697
Si  -0.1008  0.0301  0.3052
Si  0.1093  0.1747  -0.4239
Si  0.0004  -0.1419  0.2252
O  -0.0369  -0.1109  0.4123
O  0.0561  0.2272  0.5298
O  -0.0039  -0.0906  0.1749
O  -0.053  0.0324  0.0571
O  0.0354  -0.1269  0.6052
O  -0.034  0.0301  0.1801
O  0.1617  0.4013  0.4482
O  0.0298  -0.0849  -0.2116
O  0.0491  0.0703  -0.1107
O  -0.0216  -0.1764  0.6387
O  -0.0764  0.0061  0.0404
O  0.0134  0.0166  0.207
O  0.1117  -0.116  0.2503
O  0.0808  0.1577  0.5426
O  -0.0432  -0.1359  0.2742
O  -0.0638  -0.1667  0.5539
O  0.1899  0.086  0.3587
O  -0.1561  -0.1123  0.1857
O  0.1286  0.1141  0.2414
O  -0.0384  -0.1144  0.3217
O  -0.0751  -0.0204  0.3778
O  -0.0882  -0.0738  -0.2017
O  -0.0148  -0.0377  0.0395
O  -0.0094  0.0093  0.625
O  0.2019  0.1187  -0.2662
O  0.0513  -0.0231  -0.0153
O  -0.0053  0.0435  0.0022
O  -0.014  0.2123  0.2544
O  0.1844  -0.0932  -0.2991
O  -0.3536  0.166  -0.501
O  -0.0058  -0.103  0.4771
O  0.1604  -0.0184  -0.5635
O  -0.2075  0.1371  -0.3458
O  -0.1163  0.1062  -0.5312
O  0.0275  -0.1946  -0.3168
O  -0.0679  -0.1569  -0.4847
O  -0.0106  -0.1833  -0.5668
O  -0.119  -0.1149  -0.146
O  0.0321  -0.1748  -0.235
O  -0.0824  -0.056  -0.2759
O  0.2139  0.0757  -0.4484
O  0.1612  0.0569  0.3036
O  0.1019  -0.2208  -0.3352
O  -0.0246  0.3221  -0.5662
O  -0.0528  -0.011  -0.2193
O  0.0588  -0.0374  -0.091
O  0.0691  -0.2095  0.1652
O  0.053  -0.0192  -0.3764
O  -0.0339  0.2287  0.4194
O  -0.0314  -0.1915  0.182
O  -0.1699  0.0311  -0.3085
O  -0.0805  -0.1367  -0.5931
O  0.0474  0.0182  -0.0637
O  0.1306  -0.1181  -0.1853
O  0.0136  0.0461  0.0437
O  -0.0391  0.0208  -0.1436
O  0.0094  -0.0066  0.0514
O  0.0234  0.0062  -0.1715
O  0.1153  -0.0392  -0.1989
O  0.1825  0.0735  -0.2812
O  0.1274  0.0248  -0.3012
O  0.1241  -0.0718  -0.3127
O  0.0434  0.062  -0.0373
O  -0.0489  -0.0438  0.1386
O  0.0162  0.089  -0.1244
O  -0.0969  -0.1271  -0.0763
O  0.1034  -0.0791  -0.4501
O  -0.0021  -0.0395  0.1951
O  -0.0272  0.0351  0.1575
O  -0.0077  -0.0052  0.1878
O  0.0333  0.1234  -0.1362
O  0.0463  0.0332  0.4138
O  -0.1531  -0.026  -0.127
O  -0.0003  0.0719  -0.1328
O  0.1451  -0.161  -0.258
O  0.0229  -0.1355  0.116
O  0.0228  0.0705  -0.0987
O  -0.1075  0.1134  -0.3691
O  -0.0256  0.0388  -0.0604
O  -0.0263  -0.1449  -0.3463
O  -0.0001  -0.0684  -0.1143
O  -0.1513  0.0797  -0.2985
O  -0.123  -0.1242  0.2547
O  0.3221  0.0646  -0.4727
O  -0.0361  -0.1004  0.246
O  -0.0298  0.1152  0.0814
O  0.012  -0.0271  0.0853
O  0.0069  -0.1434  0.2911
O  -0.1979  -0.0849  -0.4172
O  -0.039  0.0126  -0.0437
O  -0.1094  0.0068  0.2054
O  0.0825  0.0718  0.1936
O  0.0249  -0.0144  0.2271
O  -0.0251  -0.0731  0.1448
O  -0.037  -0.0237  0.1558
O  0.093  -0.0334  0.2828
O  -0.1246  -0.0746  0.4774
O  -0.1564  0.0599  -0.38
O  -0.0067  -0.02  0.0813
O  0.0773  0.1263  -0.3583

The program warned: the cutoff lies below the one the program advises for these potential files.
